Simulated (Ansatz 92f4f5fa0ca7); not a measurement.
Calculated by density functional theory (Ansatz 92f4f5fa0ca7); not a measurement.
Periodic cell of 408 atoms, Si264O144, from a study of silicon, its oxide and their interface. The atomic structure is a simulated model.
Doubt: the cutoff is far below the 930 eV that the study's wrapper takes by default for these files, so forces and energies are approximate.
This geometry differs little from another in the collection (a relaxation step or a small displacement).

Settings
functional: PBE
potential files: Ansatz PAW
basis: plane waves
wave-function cutoff: 580 eV
density cutoff ratio: 5
exchange-correlation grid ratio: 1
k mesh: 1 x 1 x 1, Gamma-centred
self-consistency stop: 5e-08 eV per atom in the density residual
occupations: fixed
spin: none
net charge: 0

Cell vectors (angstrom)
a 15.4687 0 0
b 0 12.8259 0
c 0 0 36.3969

Atoms and the computed forces on them: element, x, y, z (angstrom), force x, y, z (eV/angstrom)
Si 0.034 1.162 33.742 0.012 -0.019 0.006
Si 3.865 1.198 33.715 -0.021 -0.017 0.024
Si 7.74 1.145 33.777 -0.026 -0.033 0.014
Si 11.612 1.179 33.7 0.007 0.025 -0.023
Si 1.965 7.577 33.737 -0.008 -0.012 0.018
Si 5.818 7.591 33.784 0.004 -0.031 0.025
Si 9.638 7.569 33.641 -0.019 -0.003 -0.032
Si 13.53 7.574 33.659 -0.022 -0.004 -0.018
Si 1.934 5.247 34.13 0.203 0.075 -0.177
Si 5.801 5.247 34.13 0.145 0.153 -0.379
Si 9.668 5.247 34.13 0.275 -0.066 0.059
Si 13.535 5.247 34.13 -0.313 -0.153 -0.132
Si 0 11.66 34.13 0.26 0.192 0.386
Si 3.867 11.66 34.13 -0.194 0.118 -0.363
Si 7.734 11.66 34.13 -0.024 -0.002 0.218
Si 11.602 11.66 34.13 -0.1 0.187 0.141
Si 0 4.664 35.367 0.026 -0.046 -0.116
Si 3.867 4.664 35.367 -0.044 -0.064 -0.064
Si 7.734 4.664 35.367 -0.038 -0.035 -0.088
Si 11.602 4.664 35.367 0.016 0.188 0.107
Si 1.934 11.077 35.367 -0.081 -0.021 0.019
Si 5.801 11.077 35.367 0.079 -0.077 -0.064
Si 9.668 11.077 35.367 0.004 -0.014 0.016
Si 13.535 11.077 35.367 -0.028 0.002 -0.027
Si 0 2.332 35.779 0.008 0.04 0.147
Si 3.867 2.332 35.779 -0.038 0.011 0.103
Si 7.734 2.332 35.779 0.076 0.071 0.314
Si 11.602 2.332 35.779 0.053 -0.016 -0.064
Si 1.934 8.745 35.779 0.11 0.061 0.109
Si 5.801 8.745 35.779 -0.009 0.177 0.496
Si 9.668 8.745 35.779 -0.042 -0.068 -0.38
Si 13.535 8.745 35.779 -0.084 -0.08 -0.281
Si 1.934 1.749 0.619 -0.001 0.07 0.029
Si 5.801 1.749 0.619 0.037 0.049 0.001
Si 9.668 1.749 0.619 -0.029 0.014 0.03
Si 13.535 1.749 0.619 -0.084 0.009 0.006
Si 0 8.162 0.619 0.044 -0.089 -0.053
Si 3.867 8.162 0.619 -0.011 0.079 0.01
Si 7.734 8.162 0.619 -0.037 -0.061 0.014
Si 11.602 8.162 0.619 0.018 -0.148 -0.052
Si 0 5.83 1.031 -0.023 0.002 0.002
Si 3.867 5.83 1.031 0.035 -0.072 -0.075
Si 7.734 5.83 1.031 0.009 -0.036 -0.013
Si 11.602 5.83 1.031 0.008 -0.134 -0.038
Si 1.934 12.243 1.031 0.075 0.028 0.028
Si 5.801 12.243 1.031 -0.046 0.091 0.051
Si 9.668 12.243 1.031 -0.019 0.037 0.047
Si 13.535 12.243 1.031 0.027 0.091 0.09
Si 1.934 5.247 2.268 0.166 -0.074 -0.338
Si 5.801 5.247 2.268 -0.074 -0.073 -0.43
Si 9.668 5.247 2.268 0.005 -0.384 -0.642
Si 13.535 5.247 2.268 0.008 -0.375 -0.634
Si 0 11.66 2.268 -0.08 0.068 0.372
Si 3.867 11.66 2.268 -0.074 -0.055 -0.081
Si 7.734 11.66 2.268 0.062 0.026 0.326
Si 11.602 11.66 2.268 -0.112 0.066 0.572
Si 1.934 2.915 2.68 0.002 -0.018 0.003
Si 5.801 2.915 2.68 -0.012 -0.004 -0.01
Si 9.668 2.915 2.68 0.051 -0.132 -0.033
Si 13.535 2.915 2.68 0.066 -0.124 -0.031
Si 0 9.328 2.68 -0.043 0.179 0.273
Si 3.867 9.328 2.68 -0.001 -0.122 -0.301
Si 7.734 9.328 2.68 0.029 0.202 0.314
Si 11.602 9.328 2.68 -0.029 0.18 0.369
Si 7.5 0.16 17.184 0.087 0.036 0.074
Si 1.633 4.27 27.828 -0.004 0.003 -0.141
Si 8.345 -1.496 21.938 -0.018 -0.012 -0.007
Si 17.487 -2.708 24.935 0.02 0.013 -0.044
Si 7.844 5.093 30.914 -0.034 -0.158 -0.095
Si 4.059 10.588 22.828 0.028 0.027 0.004
Si 13.676 8.836 29.517 0.013 -0.053 0.047
Si 15.788 12.201 21.504 0.099 0.007 -0.084
Si -3.62 4.863 19.423 -0.001 -0.011 0.021
Si 4.234 8.123 24.496 -0.002 0.037 0.005
Si 5.734 3.132 26.25 -0.01 -0.025 -0.017
Si 18.42 -1.806 19.984 -0.026 -0.036 0.033
Si -0.276 11.504 23.866 -0.06 -0.107 0.092
Si 11.636 14.419 29.516 0.011 0.058 0.034
Si 4.409 6.875 30.632 -0.078 0.037 -0.064
Si 12.568 10.293 22.965 -0.05 -0.021 0.001
Si 1.889 0.682 30.485 -0.004 0.081 0.02
Si -0.034 1.282 29.166 0.049 -0.05 -0.113
Si 4.736 -1.255 28.254 0.013 0.028 -0.004
Si 15.102 3.667 28.877 -0.066 0.024 0.017
Si -4.672 8.085 22.749 0.049 0.059 -0.031
Si 0.636 7.107 20.847 0.041 0.097 0.006
Si 8.359 10.785 25.092 0.048 -0.013 -0.027
Si 14.695 12.588 26.648 0.026 0.024 -0.02
Si 3.609 3.138 28.59 0.008 -0.018 -0.038
Si 8.344 3.936 27.499 0.045 0.02 0.029
Si 9.696 -1.872 30.789 0.026 0.008 -0.038
Si 11.37 5.574 29.105 0.003 0.038 -0.065
Si 0.861 4.823 24.945 -0.053 0.007 0.046
Si 3.974 4.52 30.678 -0.044 -0.114 -0.005
Si 13.74 9.62 27.3 -0.015 0.017 0.129
Si 15.45 7.273 30.348 -0.029 0.008 -0.006
Si -2.203 4.811 27.743 -0.048 0.03 -0.095
Si 5.9 0.855 30.557 0.075 0.061 -0.016
Si 9.227 4.008 24.65 0.024 -0.117 0.061
Si 13.551 0.475 30.379 0.034 -0.036 0.042
Si -4.685 10.498 27.149 -0.032 -0.059 0.03
Si 1.918 7.308 28.914 0.028 -0.074 0.002
Si 9.76 13.336 30.459 -0.014 -0.006 0.028
Si 11.588 7.808 29.978 -0.033 -0.005 0.02
Si -0.102 4.86 30.864 0.02 0.045 0.008
Si -2.144 5.761 16.974 -0.091 0.046 -0.008
Si 6.835 7.222 30.482 0.042 0.073 -0.009
Si 11.58 3.881 30.692 0.031 -0.077 -0.035
Si 1.826 11.193 30.811 -0.024 -0.069 -0.124
Si 5.866 11.345 30.93 -0.001 -0.035 -0.157
Si 7.904 13.982 29.198 -0.047 0.017 -0.06
Si 13.535 10.886 30.857 -0.035 0.015 -0.05
Si 1.948 4.199 31.989 -0.013 0.02 0.007
Si 5.89 4.112 31.997 0.05 0.02 0.07
Si 9.655 4.055 32.097 0.009 -0.021 -0.005
Si 13.525 4.016 32.076 0.033 -0.012 0.004
Si 0 10.5 32.123 0.007 0.005 -0.001
Si 3.865 10.528 31.99 0.011 0.045 -0.022
Si 7.758 10.538 32.069 0.018 0.032 -0.004
Si 11.591 10.471 32.118 0.002 -0.015 -0.035
Si 1.929 1.863 32.502 -0.008 0.045 0.031
Si 5.845 1.869 32.614 -0.031 -0.01 0.027
Si 9.611 1.705 32.51 -0.013 0.023 0.002
Si 13.607 1.665 32.468 -0.009 -0.021 -0.022
Si 0.06 8.191 32.514 -0.003 -0.022 0.005
Si 3.922 8.167 32.545 -0.012 0.008 0.019
Si 7.647 8.229 32.455 0.01 0.072 0.057
Si 11.574 8.135 32.383 0.006 0.005 -0.009
Si 0 2.332 3.917 -0.025 -0.256 -0.386
Si 3.867 2.332 3.917 0.103 0.092 -0.661
Si 7.734 2.332 3.917 -0.053 -0.132 0.202
Si 11.602 2.332 3.917 -0.199 -0.161 0.265
Si 1.934 8.745 3.917 0.464 0.377 0.132
Si 5.801 8.745 3.917 -0.514 0.493 0.204
Si 9.668 8.745 3.917 -0.076 -0.387 0.22
Si 13.535 8.745 3.917 0.144 -0.421 0.059
Si 1.988 6.441 4.274 0.007 -0.008 0.011
Si 5.781 6.44 4.261 0.006 -0.01 0.007
Si 9.671 6.416 4.223 -0.008 0.012 -0.002
Si 13.551 6.398 4.235 0.011 0.005 0.008
Si -0.006 12.807 4.404 -0.02 0.034 0.02
Si 3.837 12.868 4.29 0.004 -0.003 -0.001
Si 7.688 12.798 4.395 0.004 0.006 0.005
Si 11.556 12.818 4.432 -0.016 0 0.03
Si 0.063 5.891 5.431 0.007 0.004 0.006
Si 3.897 5.829 5.493 0.013 -0.025 -0.095
Si 7.71 5.899 5.423 0.003 -0.022 -0.021
Si 11.6 5.815 5.445 -0.015 -0.037 -0.005
Si 1.99 12.238 5.603 0.022 -0.002 -0.002
Si 5.686 12.281 5.591 -0.01 0.014 -0.055
Si 9.58 12.49 5.819 0.01 0.02 0.058
Si 13.515 12.467 5.769 -0.005 0.021 0.012
Si -0.014 3.585 5.866 0.017 -0.045 0.025
Si 3.863 3.516 5.883 -0.033 0.037 0.026
Si 7.697 3.622 5.931 0.012 0.051 0.026
Si 11.512 3.55 5.98 -0.022 -0.003 0
Si 2.608 9.955 5.902 0.018 0.006 0
Si 5.104 9.955 5.929 -0.024 -0.014 0.001
Si 9.696 8.618 6.317 0.013 -0.011 0.004
Si 13.572 8.674 6.283 -0.048 -0.015 -0.006
Si 1.898 2.933 7.038 -0.073 -0.063 0.048
Si 5.774 3.159 7.2 -0.024 0.003 -0.031
Si 5.769 0.072 10.854 -0.051 0.02 -0.053
Si 13.525 3.197 7.107 0.003 0.006 -0.019
Si -3.838 10.95 8.591 -0.003 -0.03 -0.002
Si 3.191 15.462 9.963 -0.046 0.153 0.151
Si 5.687 4.881 8.898 0.05 0.008 0.048
Si 15.465 4.619 13.643 0.017 0 -0.122
Si 0.146 5.108 16.515 0.033 -0.055 0.017
Si 2.548 4.489 8.632 0.045 -0.01 -0.019
Si 7.853 7.385 7.24 -0.023 -0.001 0.015
Si 11.658 7.48 9.385 -0.052 -0.04 0.018
Si -0.033 13.068 8.878 -0.04 0.033 0.04
Si 5.711 13.658 7.537 -0.007 0.001 -0.026
Si 2.683 10.401 14.584 -0.092 0.052 -0.038
Si 11.452 13.261 8.908 -0.025 -0.041 -0.015
Si 6.236 9.074 7.851 0.013 -0.023 -0.024
Si 6.07 12.665 15.383 -0.07 -0.025 -0.026
Si 7.398 0.081 8.963 0.006 -0.014 -0.034
Si 13.069 6.185 12.173 0.001 0.096 0.023
Si -5.91 16.062 7.333 -0.013 0.022 -0.013
Si 1.771 18.975 10.142 0.086 0.024 0.005
Si 13.577 10.691 7.324 0.037 0.032 0.026
Si 11.661 7.558 7.03 0.008 0.054 -0.027
Si 1.538 9.151 7.876 -0.002 -0.015 0.017
Si -1.625 4.308 9.103 0.166 -0.046 0.065
Si 13.468 0.975 7.725 0.024 0.027 -0.003
Si 17.44 0.595 7.685 -0.027 0.054 -0.009
Si 6.895 5.109 21.517 -0.021 -0.046 0.002
Si 4.53 4.236 10.949 0.102 -0.003 -0.036
Si 8.967 5.657 -7.564 0.024 0.113 0.057
Si 3.989 13.456 9.102 0.041 0.041 0.025
Si 2.601 5.212 12.139 -0.299 -0.3 -0.07
Si 3.101 7.863 9.177 0.019 -0.048 0.01
Si 5.896 4.055 12.82 0 -0.016 0.054
Si 9.709 -2.166 7.305 -0.001 0.012 -0.014
Si 5.119 10.108 13.838 0.064 -0.067 -0.073
Si 7.84 6.005 9.177 -0.048 0.007 0.044
Si 9.429 13.795 7.848 -0.035 -0.014 0.052
Si 15.424 7.488 7.157 0.036 0.012 0.017
Si -4.18 0.356 11.231 0.031 -0.082 -0.184
Si -2.289 -4.15 17.92 -0.009 0.093 -0.025
Si 13.8 7.518 10.425 0.02 0.136 -0.102
Si 10.031 -2.443 11.917 0.017 0.062 0.03
Si -4.933 9.458 14.907 0.072 0.067 -0.007
Si -0.024 10.349 12.986 0.001 -0.085 -0.012
Si 7.828 10.606 8.702 0.002 -0.001 0.022
Si 7.979 9.717 10.924 -0.012 -0.016 0.039
O 6.253 26.951 23.379 0.008 0.049 0.011
O 10.421 -4.141 21.272 0.013 -0.02 0.042
O 36.044 13.927 21.053 -0.023 0.023 -0.062
O 0.408 6.357 25.353 0.019 0.03 -0.011
O -2.338 31.051 20.273 0.032 0.021 0.013
O 22.772 -11.102 17.667 -0.001 -0.018 -0.001
O 21.279 21.542 14.415 -0.026 0.106 0
O 34.371 20.423 29.488 -0.003 -0.039 0.026
O 34.048 14.418 15.165 0 0.041 0.04
O 45.212 18.465 22.586 -0.033 0.026 0.047
O 1.733 27.919 10.73 -0.058 0.004 -0.022
O -3.862 13.906 21.055 -0.005 -0.015 0.032
O 13.828 6.188 27.01 -0.009 -0.056 0.093
O 15.904 18.348 14.946 0.04 0.017 -0.026
O 14.75 36.844 20.718 0.001 0.008 0.025
O 30.849 13.789 21.283 -0.012 0.009 0.007
O 17.042 -2.816 13.376 -0.036 0.021 0.031
O 9.637 12.182 21.442 0.031 0.022 -0.003
O 14.384 -7.352 12.799 0.076 -0.089 0.056
O 25.72 12.024 11.801 0.023 -0.021 0.004
O 10.888 13.399 23.526 -0.004 0.006 -0.002
O -8.019 6.038 22.744 0.001 -0.011 -0.011
O 8.039 17.805 20.34 -0.013 -0.008 0.003
O 25.129 3.716 13.298 -0.016 0.009 0.014
O 35.102 11.844 19.198 0.03 0.024 -0.063
O -0.798 34.255 26.413 0.021 0.001 -0.071
O 3.338 17.057 15.216 0.036 -0.002 0.031
O 1.696 -5.808 22.098 0.007 -0.021 -0.029
O 4.458 16.252 27.19 -0.075 0 0.05
O -13.527 5.865 28.148 -0.008 0.023 0.025
O 40.05 25.617 17.221 -0.088 -0.009 0.04
O 6.255 1.583 26.343 -0.031 -0.022 -0.04
O 3.851 19.548 23.739 -0.007 -0.045 -0.026
O 10.775 14.55 11.98 -0.051 0.116 0.11
O -11.677 10.277 27.968 -0.009 -0.02 0.025
O -2.488 29.341 26.553 0.008 0.003 0.027
O 5.49 5.673 20.903 -0.003 -0.004 -0.015
O 24.11 -7.978 15.505 0.013 -0.003 -0.033
O 17.138 -21.522 26.179 0.02 0.015 0.079
O 16.025 -2.714 24.209 0.003 0.034 -0.002
Si 14.579 5.256 21.025 -0.085 -0.045 -0.042
Si 12.974 0.433 15.471 0.023 0.004 0.094
Si 44.329 16.5 24.961 -0.024 0.001 0.017
Si 19.491 18.98 7.797 0.005 0.027 0.035
Si 8.525 6.232 23.978 -0.044 0.146 0.007
Si 11.025 12.771 22.03 -0.005 -0.014 -0.013
Si 18.229 -6.869 22.763 -0.002 0.017 0.041
Si 15.047 15 20.213 -0.028 -0.005 -0.003
Si 7.316 6.06 12.907 -0.02 0.037 -0.014
Si 23.202 18.344 16.69 0.006 0.06 -0.039
Si 11.71 5.154 9.943 0.025 0.066 0.217
Si 27.435 1.872 19.701 -0.046 -0.029 -0.015
Si 9.314 5.161 14.011 0.03 -0.011 0.049
Si 13.587 10.278 15.423 0.06 0.048 -0.029
Si 15.322 10.668 8.941 0.001 0.001 -0.02
Si 1.962 26.187 15.657 -0.046 0.008 -0.038
Si 3.928 5.12 20.868 0.007 0.056 0.012
Si 14.313 9.623 20.718 -0.025 -0.042 -0.019
Si 11.269 -6.324 14.54 0.064 -0.03 -0.115
Si 17.841 6.491 18.428 0.007 0.08 0.027
Si 9.853 9.291 29.009 -0.002 -0.059 0.041
Si 19.379 0.845 29.275 0.045 -0.007 -0.006
Si 21.66 2.909 17.65 -0.052 0.001 0.01
Si 9.526 4.341 9.464 -0.034 -0.025 0.006
Si 11.84 9.611 10.535 0.115 -0.058 0.017
Si 15.15 6.252 9.134 -0.1 0.028 -0.051
Si 23.424 -5.015 28.411 0.019 -0.067 0.038
Si -0.466 2.399 15.55 -0.04 -0.092 0.07
Si 21.325 13.089 22.202 0.032 -0.036 0.022
Si 22.242 12.895 26.623 0.012 0.035 0.048
Si 29.52 0.317 12.583 0.011 0.007 0.069
Si 3.593 2.87 16.056 -0.112 0.019 -0.018
Si 9.111 -3.867 20.331 -0.012 0.026 0.028
Si 19.865 15.058 20.159 0.015 -0.01 0.039
Si 6.097 7.119 14.642 -0.011 -0.04 -0.057
Si 26.193 0.053 17.394 0.08 -0.005 -0.045
Si -6.07 15.424 12.136 -0.02 0.035 -0.114
Si 8.942 18.885 19.486 -0.027 0.041 0.026
Si 18.676 9.296 17.496 -0.029 0.012 0
Si 5.783 10.524 11.509 0.033 -0.004 0.006
Si 20.554 -1.284 17.865 -0.027 -0.058 0.076
Si 20.679 8.681 10.004 -0.025 0.032 -0.006
Si 11.276 1.836 24.473 0.029 -0.038 0.032
Si 14.337 9.707 10.915 -0.108 -0.057 0.023
Si 6.51 2.882 23.58 -0.039 -0.066 0.006
Si 6.482 -11.159 12.757 0.031 0.002 0.069
Si 2.187 10.06 27.869 0.015 0.053 -0.017
Si 13.023 6.187 23.466 -0.006 -0.012 0.072
Si 7.17 7.446 10.908 -0.014 0 -0.001
Si 22.438 8.046 26.074 0.001 -0.028 0.075
Si 17.535 1.755 18.318 0.042 -0.014 -0.079
Si 10.461 -2.844 17.711 0.015 0.053 0.097
Si 4.067 17.906 14.013 0.141 0.024 0.041
Si 15.596 1.93 10.534 0.095 -0.004 -0.049
Si 11.73 0.715 27.268 -0.01 0.076 0.035
Si 14.503 -5.723 25.832 -0.002 -0.06 -0.017
O 22.619 -0.472 21.591 -0.003 0.02 -0.008
O 38.885 15.887 24.288 0.026 0.023 -0.042
O 22.011 3.629 22.134 0.004 0.028 -0.029
O 28.63 26.375 13.888 0.082 0.021 -0.13
O 9.79 23.414 25.848 -0.001 -0.007 -0.048
O 15.696 13.414 27.649 -0.022 0.03 0.107
O 8.553 10.851 23.479 -0.013 -0.023 0.117
O 9.433 -3.146 18.912 0.015 0.001 -0.056
O 16.125 2.129 19.004 -0.016 0.019 0.002
O 20.259 -16.411 23.415 0 -0.027 0.007
O 5.157 15.478 16.419 0.018 0.017 -0.004
O -1.891 -16.321 19.323 0.026 -0.002 -0.003
O 13.556 7.109 17.879 0.043 -0.048 -0.002
O 17.227 24.761 20.677 -0.009 0.009 -0.004
O 27.651 -5.808 13.269 -0.023 -0.011 0.039
O 12.199 9.758 26.711 0.01 0.01 -0.002
O 9.739 -2.812 16.232 -0.018 -0.012 -0.043
O 13.743 -0.97 15.81 0.003 -0.043 0.009
O 5.848 10.92 29.295 -0.019 -0.007 0.132
O -4.36 -0.778 27.603 0.016 -0.023 0.027
O 45.524 9.771 14.251 -0.037 -0.001 0.043
O -3.894 -4.029 17.702 0.001 -0.031 -0.012
O 17.975 22.405 16.023 0.011 0.003 0.039
O -7.176 2.585 28.439 0.024 -0.039 0.083
O 28.322 -0.091 11.541 0.064 -0.033 0.034
O -0.476 3.883 24.708 -0.018 -0.014 -0.025
O 19.065 48.723 21.288 -0.03 0 -0.022
O 8.085 -2.867 21.093 0.002 0.001 -0.004
O 24.166 6.058 17.88 -0.025 -0.023 -0.044
O 23.222 6.815 25.307 0.025 -0.005 -0.057
O 22.148 11.889 18.174 0.052 0.029 -0.025
O 11.405 22.171 23.624 0.014 0.005 -0.026
O 13.26 0.535 26.706 0.027 0.002 -0.016
O -4.085 -9.448 19.883 -0.006 0.006 0.014
O 27.492 -1.315 22.056 -0.026 0.048 0.003
O 6.837 6.758 16.084 0.006 -0.011 0.008
O -3.107 17.594 17.871 0.009 0.011 -0.016
O 20.036 19.323 14.681 0.028 -0.057 -0.024
O 9.449 16.742 26.276 -0.029 -0.042 -0.03
O 6.054 -1.569 14.564 -0.022 -0.022 0.041
O 20.872 3.446 24.667 0.024 0.008 0.006
O 14.714 3.269 14.197 0.054 0.079 -0.071
O 27.482 17.863 11.604 -0.031 -0.027 -0.166
O 4.796 12.488 16.513 0.019 0.015 -0.061
O 30.783 -0.238 25.115 -0.044 -0.032 0.056
O -1.935 7.297 24.536 0.012 -0.028 0.008
O 8.444 20.334 20.052 -0.008 -0.066 -0.026
O 15.14 11.961 12.89 -0.088 0.112 -0.037
O 13.621 -1.845 23.993 0.065 0.052 -0.031
O 29.944 11.077 27.228 0.017 0.017 -0.029
O 15.099 3.681 20.896 0.011 -0.001 -0.003
O 22.288 -8.454 17.387 -0.018 -0.006 0.032
O 27.879 -6.811 15.627 -0.02 -0.005 0.057
O 27.982 4.898 24.312 0.023 0.015 -0.056
O 26.38 1.396 26.012 -0.013 -0.003 -0.039
O 4.977 -0.917 22.85 -0.003 -0.018 0.008
O 16.885 5.668 17.385 -0.023 -0.029 0.002
O -7.765 12.896 27.965 0.008 -0.044 0
O 13.664 1.721 16.208 0.068 0.033 -0.051
O -0.516 14.35 11.986 -0.05 -0.013 0.043
O 15.534 -4.204 21.021 -0.005 -0.046 0.003
O 10.455 7.836 15.028 -0.022 -0.001 0.052
O 29.053 14.743 19.535 0.053 -0.004 0.022
O 1.305 4.274 12.721 -0.008 0.184 0.06
O 12.867 -23.396 24.335 0.009 0.006 -0.01
O 21.514 13.828 14.22 -0.02 0.05 -0.047
O 17.382 13.284 17.309 0.018 0.027 0.021
O 25.344 9.974 13.515 -0.017 0.003 -0.026
O 17.262 -2.074 26.432 -0.028 -0.023 0.036
O 13.303 9.285 21.935 0.027 -0.016 -0.021
O 17.894 35.634 18.801 -0.002 0.014 -0.008
O 11.411 25.997 15.93 -0.035 -0.014 0.017
O 49.298 -1.797 23.891 -0.015 -0.007 0.005
O 8.14 1.626 12.568 0.006 0.037 -0.001
O 34.19 20.493 17.689 0.013 -0.04 -0.012
O 7.661 25.045 25.449 -0.009 0.029 -0.012
O 16.808 -5.579 19.4 -0.027 0.02 0.029
O 22.347 16.975 26.803 -0.061 0.006 -0.011
O 11.847 -5.98 22.572 0.003 -0.032 0.005
O 1.859 17.709 23.649 0.031 0.031 -0.015
O 2.81 8.696 25.096 -0.012 -0.018 0.045
O 9.029 3.291 10.688 0.017 0.044 0.004
O 9.527 7.454 23.539 -0.003 -0.035 -0.003
O 12.068 10.006 14.917 -0.022 -0.02 0.012
O 10.55 18.652 19.686 0.013 -0.003 -0.009
O 33.643 15.798 17.423 0.025 -0.018 0.006
O 20.192 9.971 17.469 0.032 0.061 0.007
O 3.127 27.125 19.501 0.002 0.009 -0.038
O 15.998 13.987 15.178 0.04 -0.007 -0.021
O 5.422 15.71 19.077 0.053 -0.014 -0.044
O 32.672 21.325 27.807 -0.002 -0.003 -0.066
O 3.32 -7.285 19.376 0.022 -0.025 -0.013
O 16.992 23.522 29.22 -0.013 0.008 0.129
O 26.678 11.418 17.955 -0.027 -0.013 0.001
O 20.829 -4.943 25.673 -0.005 0.007 0.006
O 11.228 1.194 18.423 -0.003 0.036 0.016
O 20.934 -0.884 26.839 -0.018 -0.007 -0.005
O 30.168 16.064 10.078 0.003 0.009 -0.056
O -1.478 -3.4 16.735 -0.007 -0.05 0.007
O -13.222 24.778 14.933 0.056 0.001 0.034
O 7.415 9.523 25.517 -0.011 0.02 -0.031
O 0.143 16.283 16.63 -0.004 0.071 -0.014
O 25.93 3.168 23.988 -0.029 0.004 -0.027
O 34.776 3.489 21.036 -0.003 0.054 0.013

Results
free energy: -249710.497 eV
free energy less fixed offsets of O -568.88, Si -635.61 eV per atom: 9.263 eV

The program warned: the cutoff lies below the one the program advises for these potential files; the forces do not sum to zero within the program's tolerance; the exchange-correlation potential is rough where the density is thin.
